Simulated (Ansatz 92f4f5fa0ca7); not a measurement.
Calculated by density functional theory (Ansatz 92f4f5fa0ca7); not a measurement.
Periodic cell of 220 atoms, Si132O88, from a study of silicon, its oxide and their interface. The atomic structure is a simulated model.
Doubt: the cutoff is far below the 930 eV that the study's wrapper takes by default for these files, so forces and energies are approximate.
This geometry differs little from another in the collection (a relaxation step or a small displacement).

Settings: functional PBE; potential files Ansatz PAW; basis plane waves; wave-function cutoff 580 eV; density cutoff ratio 5; exchange-correlation grid ratio 1; k mesh 1 x 1 x 1, Gamma-centred; self-consistency stop 5e-08 eV per atom in the density residual; occupations fixed; spin none; net charge 0.

Cell vectors (angstrom)
a  10.938  0  0
b  0  10.938  0
c  0  0  32.5308

Atoms: element, x, y, z (angstrom)
Si  -0.3317  0.4081  24.9796
Si  5.769  -0.2278  25.0838
Si  2.5032  3.0672  25.2488
Si  8.3827  2.6971  24.8285
Si  0.2913  5.2367  25.2367
Si  5.0886  5.8068  25.1322
Si  2.9315  8.0997  24.9701
Si  7.9139  8.4036  25.0083
Si  1.2831  1.4238  26.3956
Si  6.88  1.4628  26.2842
Si  4.045  4.2283  26.5326
Si  9.5438  4.1005  26.3817
Si  1.4034  6.9347  26.3914
Si  6.7701  6.8876  26.3919
Si  4.1103  9.6121  26.3557
Si  9.5216  9.6411  26.2727
Si  2.7014  0.0248  27.713
Si  8.1835  0.0476  27.7174
Si  -0.0513  2.7573  27.7899
Si  5.4675  2.7576  27.7236
Si  2.6739  5.5627  27.8363
Si  8.1711  5.4912  27.7221
Si  -0.0428  8.2677  27.6998
Si  5.4278  8.2391  27.7747
Si  4.1018  1.3673  29.1126
Si  9.5708  1.3673  29.1126
Si  1.3673  4.1018  29.1126
Si  6.8362  4.1018  29.1126
Si  4.1018  6.8362  29.1126
Si  9.5708  6.8362  29.1126
Si  1.3673  9.5708  29.1126
Si  6.8362  9.5708  29.1126
Si  0  0  30.4798
Si  5.469  0  30.4798
Si  2.7345  2.7345  30.4798
Si  8.2035  2.7345  30.4798
Si  0  5.469  30.4798
Si  5.469  5.469  30.4798
Si  2.7345  8.2035  30.4798
Si  8.2035  8.2035  30.4798
Si  1.3673  1.3673  31.8471
Si  6.8362  1.3673  31.8471
Si  4.1018  4.1018  31.8471
Si  9.5708  4.1018  31.8471
Si  1.3673  6.8362  31.8471
Si  6.8362  6.8362  31.8471
Si  4.1018  9.5708  31.8471
Si  9.5708  9.5708  31.8471
Si  2.7345  0  0.6835
Si  8.2035  0  0.6835
Si  0  2.7345  0.6835
Si  5.469  2.7345  0.6835
Si  2.7345  5.469  0.6835
Si  8.2035  5.469  0.6835
Si  0  8.2035  0.6835
Si  5.469  8.2035  0.6835
Si  4.1018  1.3673  2.0507
Si  9.5708  1.3673  2.0507
Si  1.3673  4.1018  2.0507
Si  6.8362  4.1018  2.0507
Si  4.1018  6.8362  2.0507
Si  9.5708  6.8362  2.0507
Si  1.3673  9.5708  2.0507
Si  6.8362  9.5708  2.0507
Si  0  0  3.418
Si  5.469  0  3.418
Si  2.7345  2.7345  3.418
Si  8.2035  2.7345  3.418
Si  0  5.469  3.418
Si  5.469  5.469  3.418
Si  2.7345  8.2035  3.418
Si  8.2035  8.2035  3.418
Si  1.4226  1.3017  4.8132
Si  6.8449  1.3622  4.772
Si  4.0984  4.0567  4.7726
Si  9.596  4.0647  4.8285
Si  1.4177  6.78  4.817
Si  6.8482  6.8227  4.7427
Si  4.1281  9.5416  4.8402
Si  9.6687  9.4916  4.6729
Si  2.72  -0.1235  6.2861
Si  8.4224  0.0344  5.916
Si  0.0837  2.6816  6.1919
Si  5.3047  2.5516  6.1519
Si  2.8355  5.4454  6.2191
Si  8.0773  5.3474  6.13
Si  -0.0283  8.1134  6.1273
Si  5.6199  8.2611  6.173
Si  3.7436  1.486  7.72
Si  10.0007  0.9426  7.445
Si  1.6167  3.8604  7.5134
Si  6.5397  3.9937  7.452
Si  4.6252  6.5072  7.4202
Si  9.0883  7.1481  7.2705
Si  1.186  9.5297  7.5718
Si  7.2125  9.6884  7.3669
O  1.3931  4.145  24.6436
O  6.8266  9.5578  24.531
O  2.7072  2.733  8.0507
O  8.1818  8.4185  7.8678
O  5.582  5.2606  8.0142
O  0.1235  -0.205  8.0312
O  4.0238  6.9296  24.523
O  9.5051  1.528  24.4052
O  1.8072  8.6967  8.8968
O  0.8298  4.4473  8.8395
O  9.1746  1.4446  8.7772
O  6.9174  10.9074  8.5158
O  4.1512  0.9085  9.229
O  4.1599  7.44  8.6887
O  6.9638  2.8507  8.6211
O  9.6176  6.3226  8.5731
O  3.3885  2.4436  24.0301
O  5.1431  0.4229  23.7173
O  7.7729  3.4823  23.4602
O  10.4651  5.9007  23.9685
O  8.4173  7.5855  23.6478
O  2.3203  8.8174  23.5911
O  5.6795  5.019  23.8415
O  0.4505  10.7445  23.6618
Si  4.2089  11.6417  10.8631
Si  7.6521  7.4138  12.1169
Si  5.6164  5.8871  20.1776
Si  4.4019  1.6816  23.027
Si  10.5172  -2.7783  18.1918
Si  6.3577  -2.1003  16.1863
Si  0.9914  9.4399  22.8423
Si  8.8834  8.9691  14.5538
Si  -2.5837  4.4678  12.1291
Si  1.0488  9.4038  14.7304
Si  4.2784  0.1131  18.6022
Si  1.641  10.0444  17.4949
Si  6.6154  12.8379  12.0244
Si  2.8792  -3.2529  9.6529
Si  4.7795  8.7981  11.8385
Si  0.5097  11.03  20.2763
Si  1.7421  0.7635  12.8158
Si  0.3971  3.3852  12.6264
Si  6.1847  8.9069  19.43
Si  6.3735  4.0671  22.7391
Si  14.7999  7.9125  14.6369
Si  7.5811  1.3878  9.1324
Si  8.7184  -0.4988  19.2203
Si  6.8977  1.521  17.5226
Si  2.4268  2.9151  14.7476
Si  1.7468  4.3159  17.0914
Si  -3.6709  0.4307  14.8128
Si  9.7822  5.376  17.5943
Si  6.7207  4.6031  17.4608
Si  9.8153  7.02  23.0144
Si  10.6718  6.1108  20.3275
Si  12.0274  5.2033  10.2673
Si  2.5697  4.8111  20.1298
Si  2.7263  1.8593  20.6758
Si  4.1816  5.0821  15.4739
Si  9.3368  6.191  10.1424
O  2.8839  5.342  16.4724
O  7.5623  -1.3451  20.0153
O  5.8935  7.5147  20.2483
O  -7.0606  3.6826  14.6686
O  0.4758  1.748  12.441
O  6.4514  8.7385  17.8143
O  2.8781  3.4517  20.9747
O  3.4585  8.2792  11.0403
O  -1.1556  3.9068  12.7392
O  -0.1191  6.1623  10.8101
O  4.9364  -0.9799  19.64
O  10.7336  7.6253  19.7154
O  0.1592  4.6945  16.8761
O  3.2534  10.2252  17.6233
O  1.1925  9.9124  21.2831
O  8.3947  8.4833  13.0789
O  12.1615  3.7477  13.9917
O  9.5062  -1.4906  18.1669
O  3.4954  1.0433  21.8502
O  1.2585  4.0573  11.4037
O  6.3795  4.9993  21.3624
O  9.9653  5.1268  19.2175
O  13.0496  4.263  18.6664
O  8.305  4.8901  17.0675
O  1.1205  1.5439  20.7013
O  5.037  12.8734  11.5722
O  2.7048  11.5377  11.4992
O  -0.4436  8.6783  14.7578
O  2.5916  12.3953  14.0458
O  7.1643  3.3961  12.3636
O  4.3501  8.8531  13.4022
O  5.0702  10.2853  11.2284
O  -3.1358  8.2579  15.6035
O  8.588  4.7747  10.5248
O  2.2791  8.3037  14.8864
O  5.4643  0.7725  17.7097
O  8.0492  0.7555  18.4052
O  9.6562  6.2272  21.5982
O  1.1684  10.4711  15.9846
O  -0.1401  8.2883  22.8444
O  5.6454  4.9361  16.2407
O  -1.0742  -3.9594  17.2909
O  3.4615  1.3369  19.3111
O  1.9912  2.8703  16.338
O  6.6717  13.9966  17.9765
O  6.7905  1.0022  13.3731
O  5.4906  2.734  22.4174
O  11.8883  -0.0697  18.7131
O  4.9166  8.1332  15.8754
O  -2.2337  -0.3382  14.6422
O  2.3388  -4.7376  10.0355
O  8.4569  7.4349  10.6945
O  1.2698  5.6385  20.7204
O  1.2088  10.2441  13.3278
O  9.8117  0.058  20.3152
O  4.08  6.3027  14.3764
O  6.2054  -0.6475  15.439
O  7.3657  1.5976  15.9499
O  14.9106  5.6685  20.1711
O  6.1094  7.8417  11.7718
O  7.8341  5.9007  12.7714
O  7.4566  1.2984  10.7546
O  12.0228  -2.4309  17.6466
O  6.2644  5.4839  18.742

Results
free energy: -133961.992 eV
free energy less fixed offsets of O -568.88, Si -635.61 eV per atom: -0.032 eV

Forces (eV/angstrom), in the order of the atoms: element, x, y, z
Si  0.0316  -0.0294  0.0775
Si  -0.0248  0.0229  -0.0087
Si  0.0202  -0.0262  0.0293
Si  0.0144  -0.014  -0.0074
Si  -0.0081  0.0287  0.0689
Si  0.0251  -0.008  0.1813
Si  0.0012  0.0217  -0.0476
Si  0.0301  -0.0043  0.0552
Si  -0.0032  -0.013  -0.0133
Si  -0.0265  0.0163  0.0236
Si  -0.0009  0.0203  -0.0205
Si  -0.011  0.03  0.021
Si  -0.0419  -0.0069  0.0314
Si  -0.0019  -0.0236  -0.0154
Si  -0.0237  0.0302  0.0257
Si  0.0083  -0.0015  -0.0105
Si  -0.0062  0.0079  -0.0017
Si  0.0267  -0.0138  0.0083
Si  0.0155  -0.0222  0.0046
Si  -0.0007  0.0045  -0.0064
Si  0.0263  -0.018  -0.0085
Si  -0.0145  0.007  -0.0083
Si  -0.006  0.0148  -0.0049
Si  0.0208  -0.0167  0.0107
Si  -0.029  0.0258  -0.2867
Si  -0.1507  -0.1576  0.2696
Si  -0.3281  0.1627  0.32
Si  0.0104  0.0136  -0.0769
Si  0.0618  0.3179  0.624
Si  -0.0587  0.1463  -0.3404
Si  -0.0996  0.084  -0.2005
Si  -0.0316  0.3027  -0.051
Si  0.0011  0.0137  -0.0158
Si  0.0605  -0.0686  -0.0026
Si  0.0346  0.0313  -0.0306
Si  0.0405  -0.0471  -0.0056
Si  0.0646  -0.0819  0.0237
Si  -0.0017  0.0084  -0.0189
Si  0.113  -0.0528  0.0266
Si  0.0288  0.0188  -0.037
Si  -0.0386  -0.023  -0.0044
Si  -0.0382  0.077  -0.0234
Si  0.0057  0.0268  -0.0067
Si  -0.0773  0.031  -0.0266
Si  -0.0546  0.0466  -0.031
Si  -0.0081  -0.0027  -0.0167
Si  -0.0734  0.0759  -0.0179
Si  0.0208  -0.0061  -0.008
Si  0.0941  -0.0727  0.0191
Si  0.0154  -0.0231  0.0182
Si  0.0158  0.0587  0.0053
Si  0.0134  -0.05  0.0434
Si  -0.0065  0.0219  0.0101
Si  0.0526  -0.0443  0.0103
Si  0.0521  -0.0758  0.0315
Si  0.0261  -0.0216  0.0089
Si  -0.0475  0.0692  0.0157
Si  -0.0103  -0.0205  0.0347
Si  -0.1036  -0.0922  0.0176
Si  0.0629  0.1209  -0.0016
Si  -0.054  -0.0868  0.0119
Si  -0.0926  0.076  -0.0214
Si  -0.0067  0.1533  -0.0462
Si  -0.0653  -0.0314  0.0242
Si  0.5568  0.0728  -0.4538
Si  -0.0127  -0.1996  0.1603
Si  -0.1197  -0.2646  -0.1149
Si  -0.0067  0.2046  0.0674
Si  0.1204  -0.2127  0.2787
Si  -0.2131  -0.0667  -0.1346
Si  0.0579  -0.019  0.3085
Si  0.1671  -0.3918  -0.5397
Si  -0.0053  0.0223  -0.0141
Si  -0.0129  0.0075  -0.0038
Si  -0.0119  0.0137  -0.0056
Si  0.0031  -0.0105  -0.0107
Si  0.0021  0.003  -0.0021
Si  -0.0058  -0.003  -0.0063
Si  0.0001  0.0122  -0.0071
Si  -0.016  -0.0026  0.0027
Si  0.0284  -0.0101  -0.0048
Si  0.0317  -0.003  0.0348
Si  -0.0367  -0.0331  0.0252
Si  0.0178  -0.0093  -0.0051
Si  0.0064  0.02  0.0099
Si  0.0317  0.0276  0.0083
Si  -0.0001  -0.0154  0.001
Si  -0.0184  -0.0167  0.0229
Si  -0.0007  0.0034  -0.0278
Si  -0.0098  0.0561  -0.1264
Si  0.0105  0.0096  -0.0256
Si  -0.0107  -0.0022  0.0248
Si  -0.0358  0.0296  -0.061
Si  -0.0011  -0.0263  -0.0602
Si  -0.0012  -0.0158  0.0099
Si  0.0025  -0.0048  -0.0394
O  0.0265  -0.0176  -0.0336
O  0.0107  -0.0101  -0.0203
O  0.0138  -0.0215  0.0081
O  -0.0115  0.0162  0.0283
O  0.0261  -0.0346  0.0304
O  0.0121  -0.0152  0.0279
O  -0.0324  0.0265  -0.0275
O  -0.0347  0.0231  -0.0242
O  0.012  -0.0166  0.0108
O  -0.0141  0.0182  0.0316
O  -0.0133  0.0012  0.048
O  -0.003  0.022  0.0168
O  0.0053  -0.0115  0.0453
O  -0.003  0.0153  0.0291
O  0.0077  -0.0236  -0.0012
O  0.0025  -0.0042  0.0156
O  0.0148  -0.0191  -0.0221
O  -0.0157  0.0128  -0.006
O  -0.0235  0.0288  -0.0183
O  -0.0256  -0.0013  -0.0437
O  0.012  -0.0148  -0.0264
O  -0.0061  0.0084  0.0028
O  0.0232  -0.0268  -0.0886
O  0.0188  -0.0163  -0.032
Si  0.0042  -0.0086  -0.0078
Si  0.0017  0.0078  0.0055
Si  0.0057  -0.0066  -0.008
Si  -0.0034  0.0148  -0.0015
Si  0.0016  -0.0008  -0.0024
Si  0.0014  -0.0037  0.0056
Si  -0.0143  0.0022  0.0099
Si  0.0016  -0.0035  0.0058
Si  -0.0008  -0.0019  0.0049
Si  0.0023  -0.0013  0.0096
Si  -0.0044  0.0033  -0.001
Si  -0.0012  0  -0.0019
Si  0.0046  -0.0145  -0.0002
Si  0.0058  -0.0033  -0.0072
Si  -0.0144  0.0025  0.0051
Si  0.0118  -0.0137  -0.0051
Si  0.0154  -0.0023  0.0018
Si  0.0059  0.0066  0.0118
Si  -0.0001  -0.0002  -0.0029
Si  0.0064  -0.0322  -0.0211
Si  0.0045  0.0057  -0.0038
Si  -0.0101  0.0005  -0.0049
Si  0.0067  -0.001  -0.0061
Si  0.001  0.0018  0.0027
Si  0.0014  -0.0037  0.0071
Si  0  -0.0032  0.0039
Si  -0.004  0.0005  -0.0054
Si  0.0013  0.001  -0.0011
Si  -0.0013  0.0048  0.0062
Si  -0.0008  0.0414  -0.0076
Si  -0.0062  0.0066  -0.0064
Si  0.0103  0.009  -0.0123
Si  0  -0.0049  -0.0061
Si  0.0078  -0.0089  -0.0047
Si  0.0021  0.0021  0.0037
Si  0.0139  0.0048  0.0039
O  0.0009  0.0004  0.0005
O  0.0008  -0.0009  0.0076
O  0  0.0012  0.008
O  0.0013  0.0012  -0.0023
O  -0.0037  -0.0005  -0.0096
O  -0.0006  0.0017  -0.0039
O  0.0003  0.0055  0.0055
O  0.0145  0.0089  0.0085
O  -0.0002  -0.0024  -0.0055
O  -0.0048  0.0001  -0.0013
O  0.0008  -0.0015  0.0051
O  0.0004  0.0041  0.0058
O  0.0001  -0.0006  0.0019
O  0.0002  -0.0021  0.0015
O  -0.0009  0.0148  -0.0145
O  0.0008  -0.0016  -0.0031
O  0.0003  -0.0009  -0.0006
O  0.0003  -0.0024  0.0038
O  0.0052  0.0058  0.0252
O  -0.0024  -0.0163  0.0087
O  -0.0009  0.0151  -0.0072
O  -0.0008  -0.0028  0.0014
O  0.0014  0.0021  -0.0006
O  -0.0007  -0.0022  0.0025
O  -0.0022  0.0052  0.0101
O  0.0045  0.007  -0.001
O  -0.0138  0.0027  0.007
O  0.0004  0.0009  -0.0048
O  -0.0039  0.0042  -0.0032
O  0.002  0.0012  -0.003
O  -0.0019  -0.0105  0.0099
O  -0.0008  -0.0011  -0.0051
O  -0.0017  0.0001  0.0026
O  -0.0033  -0.0042  0.0025
O  -0.0016  0.0017  -0.0003
O  0.0052  -0.002  0.0027
O  -0.0036  -0.001  0.0015
O  -0.0047  -0.0147  -0.0106
O  -0.0009  -0.0033  -0.0017
O  0.0015  -0.0154  0.0214
O  0.0026  -0.0033  0.0035
O  0.0007  -0.0011  0.0058
O  0.0054  -0.0048  -0.0018
O  -0.0016  -0.0029  0.005
O  0.0011  0.0015  -0.0013
O  0.0044  -0.0002  0.0071
O  -0.0065  -0.0027  0.0227
O  0.0027  -0.0079  0.004
O  0.0028  0.0026  0.0026
O  0.0009  0.0018  -0.0019
O  -0.0122  -0.0122  -0.0016
O  -0.0084  -0.0013  0.0045
O  0.0056  -0.0038  0.0101
O  -0.004  -0.0015  -0.0022
O  -0.0068  -0.0012  0.0063
O  0.0002  -0.0007  -0.0028
O  0.0033  -0.0015  0.0005
O  0.0001  -0.0001  0.0006
O  -0.0011  0.0014  0.0099
O  0.0077  -0.0035  -0.0055
O  -0.0009  -0.0006  -0.004
O  -0.0073  0.0067  0.0316
O  -0.0005  0.0026  0.0019
O  0.0006  -0.0056  -0.0037

The program warned: the cutoff lies below the one the program advises for these potential files; the forces do not sum to zero within the program's tolerance; the exchange-correlation potential is rough where the density is thin.
